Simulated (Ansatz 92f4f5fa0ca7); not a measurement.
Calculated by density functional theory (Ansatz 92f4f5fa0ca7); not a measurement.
Periodic cell of 252 atoms, Si144O100N8, from a study of silicon, its oxide and their interface. The atomic structure is a simulated model.

Settings
functional: r2SCAN
potential files: Ansatz PAW
basis: plane waves
wave-function cutoff: 800 eV
density cutoff ratio: 5
exchange-correlation grid ratio: 1
k mesh: 1 x 1 x 1, shifted by 0.5 0.5 0 of a step
self-consistency stop: 1e-10 eV per atom in the density residual
occupations: fixed
spin: none
net charge: 0

Cell vectors (angstrom)
a 10.887 0 0
b 0 10.887 0
c 0 0 35.1702

Atoms and the computed forces on them: element, x, y, z (angstrom), force x, y, z (eV/angstrom)
Si 0.7761 -0.5788 0.2252 -0.0486 -0.0194 0.1657
Si 2.7379 2.6375 0.4007 -0.0235 0.0452 0.0958
Si 0.5662 4.8691 -0.1172 0.0093 -0.0574 0.2215
Si 2.9263 7.9208 0.3725 -0.0078 0.0248 -0.0352
Si 4.8961 0.4393 0.0328 -0.0201 -0.0105 0.22
Si 7.5644 3.1688 -0.0821 -0.0177 0.0647 0.1925
Si 5.3515 5.5523 0.1903 -0.003 0.0498 0.1183
Si 8.4356 8.1558 -0.3992 -0.0528 0.0399 0.2643
Si 1.4481 1.1815 1.6472 0.0422 0.0225 0.0677
Si 4.1069 4.1131 1.5656 0.0379 0.0011 0.0031
Si 1.4231 6.5217 1.4232 0.0311 0.0417 -0.0004
Si 4.1515 9.5713 1.4781 0.0167 -0.0519 0.052
Si 6.6518 1.4595 1.2795 0.0275 -0.0198 0.0139
Si 9.5231 4.0406 1.0908 -0.0323 -0.0138 0.0426
Si 6.966 6.9244 1.1724 0.0052 -0.0337 -0.0007
Si 9.6996 9.4044 1.1848 0.0029 0.0011 -0.0678
Si -0.092 2.6576 2.6509 0.0286 -0.0551 -0.0128
Si 2.8235 -0.0892 2.9769 -0.0075 0.0515 0.0297
Si 0.0382 8.024 2.6674 0.0153 -0.0351 0.0792
Si 2.7452 5.3797 2.9259 0.027 0.0138 0.0349
Si 5.4671 2.7151 2.8444 -0.0096 0.0318 0.0425
Si 8.2008 -0.0096 2.4817 -0.0068 0.0171 0.0211
Si 5.6183 8.212 2.6793 -0.0251 0.0205 -0.009
Si 8.2747 5.4759 2.5661 -0.0127 -0.0011 0.0009
Si 1.3036 3.9787 4.1078 0.0315 0.0315 -0.0242
Si 4.1397 1.3568 4.2266 -0.0022 -0.04 0.0142
Si 1.3531 9.4086 4.1157 0.0298 0.044 -0.0242
Si 4.174 6.8506 4.0784 -0.033 -0.0349 -0.0208
Si 6.896 4.1306 4.0272 -0.0143 -0.0288 -0.0198
Si 9.4714 1.3179 4.0099 0.0173 -0.0074 -0.0002
Si 6.9195 9.57 4.0354 -0.0338 0.0105 -0.028
Si 9.5509 6.7625 4.0734 0.0042 0.0035 -0.0316
Si -0.0224 -0.0335 5.3891 -0.0021 -0.0249 0.0241
Si 2.6928 2.6831 5.5018 0.0076 -0.0477 -0.0002
Si 0.0022 5.4001 5.4526 0.0139 -0.0104 0.0099
Si 2.7607 8.1335 5.4782 0.0064 0.0133 -0.0165
Si 5.5287 -0.0188 5.4791 -0.0361 0.0665 0.0121
Si 8.1793 2.7215 5.4137 -0.0092 0.0037 0.0137
Si 5.5035 5.4551 5.4185 -0.0012 0.0048 -0.0208
Si 8.2054 8.1673 5.4199 0.0188 -0.0012 0.0045
Si 1.323 1.3106 6.8189 0.0193 0.0305 -0.0018
Si 4.0883 4.101 6.7714 -0.0291 -0.0141 0.014
Si 1.3708 6.7725 6.8064 0.0176 -0.0053 -0.0022
Si 4.0983 9.5343 6.8179 0.0085 0.0028 0.0054
Si 6.8234 1.3926 6.8181 0.0059 -0.0135 -0.0104
Si 9.5216 4.0696 6.8146 0.0039 -0.0021 -0.0035
Si 6.8205 6.8244 6.7971 -0.0086 0.0043 0.0019
Si 9.5333 9.5318 6.7963 0.0085 0.0162 -0.0056
Si -0.0251 2.7009 8.1728 -0.0006 0.0046 -0.0059
Si 2.7014 -0.0197 8.191 0.0018 -0.0165 0.0035
Si -0.0112 8.1557 8.1484 0.0264 0.0091 -0.0008
Si 2.7328 5.4337 8.1591 -0.0095 0.0077 -0.0113
Si 5.4428 2.7627 8.1567 0.0052 -0.0365 -0.0115
Si 8.1646 0.0081 8.1542 0.0003 0.0142 0.0052
Si 5.4397 8.164 8.166 -0.0111 0.0065 -0.0132
Si 8.1785 5.472 8.1705 0.0024 -0.0263 -0.0092
Si 1.3158 4.117 9.4968 0.0259 -0.0434 0.0214
Si 4.0797 1.3879 9.4983 -0.0144 0.0291 0.0249
Si 1.3184 9.4846 9.5456 0.008 0.0139 -0.0168
Si 4.0695 6.8073 9.522 -0.015 -0.0035 -0.0038
Si 6.803 4.1381 9.5291 -0.0024 0.0446 -0.0251
Si 9.4697 1.378 9.5377 0.0157 -0.012 -0.0014
Si 6.8162 9.5174 9.5086 -0.0327 0.0107 -0.012
Si 9.4929 6.865 9.5638 0.0011 -0.0099 -0.0166
Si -0.1213 -0.053 10.8587 0.007 0.0236 0.0358
Si 2.7052 2.7849 10.8138 -0.0179 -0.0129 0.0374
Si -0.0389 5.4941 10.8898 -0.0255 0.0188 0.0247
Si 2.6598 8.0903 10.902 0.0632 0.0159 0.02
Si 5.4625 -0.0038 10.8208 0.0362 -0.0412 0.0044
Si 8.13 2.7767 10.9096 -0.0191 0.0088 0.0017
Si 5.5049 5.5561 10.8969 -0.0234 -0.0085 0.0018
Si 8.1156 8.207 10.9888 0.0066 0.0136 0.0273
Si 1.2641 1.3764 12.0269 0.0437 -0.0291 -0.0662
Si 4.1041 4.1951 12.1226 0.0409 -0.0093 -0.0417
Si 1.2887 6.7687 12.3602 0.0071 -0.0048 -0.026
Si 4.0972 9.477 12.1078 -0.0693 0.0032 -0.0551
Si 6.7856 1.3576 12.2218 -0.0397 -0.0057 -0.0402
Si 9.4425 4.2175 12.2684 -0.0349 -0.0297 -0.0403
Si 6.7613 6.9031 12.4475 -0.0046 0.0117 -0.039
Si 9.4069 9.5839 12.403 0.0066 -0.0144 -0.0267
Si -0.0079 2.7634 13.3863 -0.0254 0.0087 -0.0551
Si 2.6365 -0.0376 13.2298 0.0135 -0.0314 -0.0204
Si -0.1161 8.184 13.7386 -0.0003 0.0112 0.0246
Si 2.8106 5.4083 13.6335 0.0113 0.0428 -0.0355
Si 5.3063 2.71 13.429 0.0075 0.0498 -0.0082
Si 8.0777 0.1395 13.8283 -0.0287 -0.0161 0.02
Si 5.3348 8.3375 13.7701 0.0091 -0.0031 -0.0056
Si 8.0915 5.4927 13.8427 -0.0268 0.0168 -0.0065
Si 1.7115 3.6039 14.7199 0.1424 -0.1209 -0.0788
Si 3.7962 1.3379 14.6389 -0.0086 0.013 -0.1386
Si 1.5128 9.5286 14.7577 -0.0572 -0.0043 -0.0984
Si 3.6577 7.2141 15.0194 0.0073 0.033 -0.1619
Si 6.8356 3.7201 14.8667 0.0476 0.057 -0.1476
Si 9.4128 1.844 14.9507 -0.1213 -0.0517 -0.0772
Si 6.1622 10.1919 15.0791 0.0413 -0.0163 -0.2406
Si 9.4122 6.9435 15.2661 -0.0054 -0.0168 -0.1748
Si -3.0449 -1.9726 17.1924 0.0443 0.0049 -0.1864
Si -8.2245 7.3823 28.9808 -0.0333 0.0102 0.2069
Si 8.1809 -14.4774 19.5671 0.0572 0.0274 -0.1996
Si -6.8454 -13.8534 26.3428 -0.0284 -0.0152 0.0806
Si 22.9094 1.8949 22.3112 -0.0076 0.0412 -0.2074
Si 33.2536 0.9484 19.3262 -0.0777 0.0396 -0.2885
Si 16.2524 1.605 19.6413 0.0002 0.0356 -0.2029
Si -0.0534 22.9262 24.9412 -0.0167 0.0108 -0.1159
Si 5.9745 1.7776 28.1717 0.0082 -0.0379 0.1695
Si 2.0181 2.8022 31.0009 -0.0922 -0.0013 0.2201
Si 29.5716 4.4927 19.0351 0.0411 -0.0004 -0.1844
Si 7.0944 11.341 30.5605 -0.0137 -0.0369 0.2603
Si -7.4024 -16.8264 25.22 0.0129 0.062 -0.1395
Si 6.3124 3.6217 24.4937 -0.0575 -0.0443 -0.0853
Si 6.2278 18.9393 21.8015 0.0508 -0.0429 -0.2328
Si 8.0561 23.229 26.0248 -0.0215 0.0329 0.0325
Si -3.5579 10.8035 20.8668 0.0611 -0.039 -0.216
Si 9.9238 13.6979 17.8435 0.122 -0.0411 -0.1553
Si 8.7893 -8.8731 32.394 0.0209 -0.0187 0.1985
Si 1.7608 19.5449 31.6551 0.0203 -0.0186 0.221
Si 6.5243 11.8549 23.4791 0.035 -0.023 -0.1446
Si -8.2952 -0.2674 26.0664 0.0219 0.0161 0.0823
Si 22.9588 12.1439 16.4578 -0.0382 0.0567 -0.2352
Si -2.3123 8.3766 26.48 0.0415 0.0147 0.0889
Si -4.579 -1.297 33.0324 -0.0152 -0.0337 0.2728
Si 7.4426 5.5142 26.5662 0.0134 -0.0526 0.0686
Si 19.7003 6.5529 30.0339 0.1385 -0.0515 0.2134
Si -0.5023 -15.1868 32.6555 -0.0239 -0.0319 0.2471
Si 13.4852 4.4065 22.2819 -0.0061 0.0063 -0.165
Si 21.6077 18.7003 28.0799 0.0121 -0.0334 0.1371
Si 20.5733 -1.2434 19.2943 -0.0201 -0.0367 -0.1937
Si 14.763 1.7102 21.9764 0.0287 -0.0255 -0.1964
Si 22.329 -10.337 32.4988 -0.0086 -0.0623 0.249
Si 17.2488 4.7816 28.9956 -0.0601 0.0492 0.1713
Si 19.4416 -7.4877 28.1664 -0.0227 0.0301 0.1286
Si 3.8279 5.1483 30.7654 -0.0413 0.094 0.2082
Si 4.2547 18.2142 32.9808 -0.0606 0.0341 0.2921
Si 14.9762 -19.6706 25.8658 0.0796 0.0144 0.0371
Si 0.5006 16.2006 17.1149 -0.0538 0.0147 -0.173
Si -2.0745 20.1611 29.3073 0.0152 0.0093 0.1509
Si 5.2433 25.5508 17.639 -0.0247 0.0141 -0.1923
Si 3.3431 16.9098 17.8099 -0.0682 -0.0174 -0.2512
Si 6.3245 14.9824 21.3388 0.1012 0.0382 -0.2975
Si 12.3698 3.2081 26.2586 -0.0146 0.006 0.0811
Si -4.3909 19.8547 24.6565 -0.0202 -0.0114 -0.1393
Si 10.1609 4.1519 30.8219 0.0481 0.0356 0.246
Si 13.6852 23.439 28.294 -0.0527 -0.0165 0.1773
Si 15.0088 -4.5741 20.7135 0.0116 0.002 -0.1977
O 3.766 1.5831 34.7762 0.0418 -0.0062 -0.0682
O 1.7781 -1.8268 34.9616 -0.0439 -0.0503 -0.061
O 11.4194 7.7006 32.1002 0.0337 0.0406 -0.1081
O -4.0686 11.8382 27.0068 0.0358 -0.0174 -0.0453
O -2.7862 13.1342 33.8365 0.0154 -0.0461 -0.1434
O 0.5793 11.2062 34.0746 -0.0099 0.0453 -0.1528
N -6.1496 -7.2756 25.2268 -0.073 -0.0085 0.0426
O 7.156 15.6713 25.1846 0.0258 0.0179 -0.0166
O -4.2962 -0.6585 31.5958 0.0407 0.0609 -0.1917
O 12.5422 3.6448 34.7874 -0.0207 -0.0094 -0.0817
N 4.096 6.7837 34.6002 0.0252 -0.0286 0.0274
O 5.3594 -0.2452 33.8056 0.0538 -0.0458 -0.1831
O 9.2674 7.2668 33.6553 0.0548 -0.06 -0.1325
O 0.8241 -7.0843 30.5663 0.0128 0.0024 -0.0812
O 2.8937 19.9086 25.9306 -0.0432 0.008 -0.0541
O 10.8972 12.2239 23.3175 -0.034 -0.0346 0.0793
O 5.8867 13.6234 20.6325 -0.0206 0.0056 0.1264
O 1.5706 -9.6122 18.0525 0.0452 -0.0341 0.1863
O 4.9231 0.3614 15.391 0.0717 -0.0304 0.1326
O 14.6673 4.4575 17.7348 -0.0103 -0.0237 0.0854
O -8.7763 4.6985 26.1122 0.0165 0.0106 0.0102
O 2.5434 22.9615 22.718 0.0356 -0.0107 0.0603
O -1.8125 9.8047 17.7823 0.0387 0.0273 0.1075
O 8.1267 2.808 15.3182 0.0207 -0.0076 0.0373
O 3.8961 6.6935 19.1596 0.0362 0.0423 0.1728
O 6.6544 -1.0818 16.5857 -0.0138 0.0154 0.0982
O 6.4774 -13.846 23.4004 0.0004 0.0121 0.1515
O 12.1032 14.4278 22.3747 -0.0073 0.0258 0.0767
O 6.4115 9.571 21.3277 -0.055 -0.0214 0.0754
O 14.9339 -4.1577 16.5283 0.0182 -0.0311 0.1437
O 11.9145 23.2415 20.7616 0.0533 0.0415 0.1921
O 14.5565 3.3056 21.7895 -0.0014 0.0064 0.0591
N 15.2436 2.0929 27.6191 0.005 0.0111 -0.1304
O -10.9455 15.0394 18.0901 0.0022 -0.0353 0.0941
O 7.3496 7.2051 20.9542 -0.083 0.003 0.1478
O 7.9957 -1.6794 25.243 0.0111 0.0103 0.0012
O 7.2712 -2.7938 18.4673 -0.0235 -0.0703 0.1365
O 6.2692 -6.2459 18.532 0.0158 0.0123 0.1044
O 23.1187 -3.5685 28.0457 -0.0173 0.0158 -0.0811
O 16.3526 19.4019 25.8265 0.0083 0.018 0.0271
O 9.461 14.4806 29.4739 -0.0279 -0.0232 -0.1312
O 18.3649 0.8749 22.1675 -0.0117 0.049 0.1388
O 5.0635 15.5303 29.8891 0.1011 -0.0493 -0.1174
O -5.0512 3.8786 16.1463 -0.0461 -0.0117 0.0911
O 8.5634 27.6673 18.8809 0.0006 0.0137 0.0615
O 2.4543 0.1989 27.6504 0.0026 -0.015 -0.0472
O -9.7665 21.8747 25.4055 0.0005 -0.0144 0.0049
O -3.3022 -9.1159 31.35 -0.0403 0.0105 -0.1215
O 13.4425 -8.5184 25.4146 0.0234 -0.0004 -0.02
O 1.7213 6.1315 17.7819 0.0513 0.0289 0.0948
O 5.0842 1.5106 23.0034 0.0039 0.0029 0.0492
O 2.7231 5.659 21.247 -0.0387 -0.0395 0.0878
O 15.5791 18.5106 21.4784 0.0088 0.0482 0.0762
O 1.0992 -0.2968 15.9518 -0.019 -0.004 0.0703
O 5.085 13.1346 18.1818 0.0042 -0.0594 0.0991
O -1.937 -8.6576 27.156 -0.0081 -0.0098 -0.0711
O 5.312 -5.6236 20.9341 0.005 -0.0239 0.0581
O -0.7011 -2.6946 26.5899 -0.0186 0.012 -0.0735
O 2.5316 19.2619 15.3226 0.0244 -0.0684 0.0602
O -3.2541 -1.5728 33.9313 -0.069 0.0788 -0.1362
O 7.9039 -3.9207 26.1991 -0.0214 -0.0089 -0.0148
O 8.8048 10.4147 20.4003 -0.0486 0.0529 0.1152
O 8.4122 14.2434 18.0571 -0.0734 -0.0096 0.0876
O 9.601 18.9659 19.7066 -0.0007 -0.0174 0.0726
O 9.7611 6.6521 28.7065 -0.0073 0.0092 -0.0803
O -2.492 10.7277 29.811 0.0467 -0.0009 -0.0721
O 17.0643 -11.3489 24.0902 0.0031 -0.0376 0.053
O 8.3516 -2.9194 15.9747 -0.0718 0.0618 0.0629
O -5.2638 19.0466 32.7932 0.0102 -0.0087 -0.0954
N 9.7727 5.7956 31.2414 -0.0795 -0.0463 -0.157
N 13.2944 2.1315 15.4946 -0.0684 0.0262 0.1084
O 24.7734 5.0533 23.6909 0.016 0.0309 0.1062
N 6.8953 24.9731 28.5738 0.0118 -0.006 -0.0684
O 14.8591 0.4838 25.5119 0.0703 -0.0086 -0.0721
O 7.7894 15.168 20.6461 -0.0415 -0.024 0.1491
O -13.3727 8.0954 30.3764 -0.0128 0.0078 -0.0337
O 1.6462 2.7264 27.7913 -0.0697 0.0257 -0.0305
O 25.6647 -14.0239 27.9771 0.0705 0.0175 -0.0864
O 19.5468 15.6414 27.298 0.0328 0.0058 -0.0411
O 22.8274 15.4168 15.8503 0.0089 0.0312 0.0941
O 2.3472 -2.4314 30.1555 0.029 -0.0205 -0.1337
O 21.8973 13.5626 25.5757 -0.0192 0.0019 0.017
O 14.0598 3.8402 31.4483 0.0224 -0.001 -0.0505
O 12.0864 10.1668 31.7481 0.0295 -0.0124 -0.1071
O 10.2479 -4.5865 16.5213 0.0374 -0.0099 0.0952
O 20.7423 -10.0923 32.2122 -0.0323 -0.0002 -0.1003
O 14.8382 6.4372 25.6679 0.0119 0.0034 -0.0032
O 20.996 12.6484 19.0454 -0.0008 -0.043 0.1415
O 22.0644 10.2415 19.34 0.0188 -0.0053 0.0582
O 6.4357 4.3608 34.6755 0.0086 -0.0504 -0.1036
O 10.419 20.0083 29.0311 0.0036 0.033 -0.058
N 7.1055 12.969 24.678 -0.0185 -0.006 0.0498
O -8.2335 1.7884 29.8939 0.0463 -0.0443 -0.1505
O 3.0091 -2.5712 32.6425 -0.0598 0.0651 -0.1089
O 9.3168 -10.2329 25.326 0.0002 -0.0174 0.0141
O 6.1594 -16.2118 27.5766 -0.0286 0.0136 -0.0678
O 4.0961 33.6889 20.497 -0.0564 -0.0053 0.1166
O -6.5489 16.9847 31.9517 0.0003 -0.0879 -0.1621
O 1.4528 12.739 32.1736 0.0478 0.0647 -0.0975
N 21.3057 1.9368 16.3994 0.0516 0.0491 0.1045
O -4.5119 25.7686 22.9245 -0.008 -0.0066 0.1909
O 9.6078 3.3536 32.1015 0.0174 0.0458 -0.0875
O 5.933 -10.0565 29.5045 -0.0595 0.0559 -0.124
O 29.2706 16.5248 29.8053 -0.0914 -0.0571 -0.0966
O -4.3222 0.5338 19.571 0.0047 -0.0126 0.0756
O 11.1774 16.3856 33.5678 -0.0036 0.0694 -0.2052
O 8.0656 9.0003 27.8899 -0.048 0.0288 -0.0779
O 13.7599 5.9629 29.741 -0.0311 0.0072 -0.0801

Results
free energy: -152230.278 eV
free energy less fixed offsets of N -386.36, O -570.45, Si -639.56 eV per atom: 2.242 eV

The program warned: the cutoff lies below the one the program advises for these potential files; the forces do not sum to zero within the program's tolerance; empty levels may hold ghost states of the PAW files; the exchange-correlation potential is rough where the density is thin.
